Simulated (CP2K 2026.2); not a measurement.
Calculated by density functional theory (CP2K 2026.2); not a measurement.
Periodic cell of 504 atoms, Si360O144, from a study of silicon, its oxide and their interface. The atomic structure is a simulated model.
Doubt: the forces sum to 1.09 eV/angstrom along one axis rather than to zero, so they err by at least 0.0022 eV/angstrom per atom on average; the grid cutoff is modest.

Settings: functional PBE; method Gaussian and plane waves; basis set DZVP-MOLOPT-SR-GTH; pseudopotentials GTH-PBE; grid cutoff 350 Ry, relative cutoff 50 Ry; k points Gamma only; occupations fixed; spin none; net charge 0.

Cell vectors (angstrom)
a 16.32 0 0
b 0 16.32 0
c 2.0749 7.5005 33.2266

Atoms and the computed forces on them: element, x, y, z (angstrom), force x, y, z (eV/angstrom)
Si 1.092 15.232 0.095 0.105 -0.121 0.716
Si 4.283 1.085 0.008 -0.149 0.161 0.772
Si 1.068 4.05 0.206 0.184 0.066 0.644
Si 4.145 6.488 0.143 0.001 0.14 0.706
Si 3.231 17.335 33.137 0.136 -0.161 0.784
Si 4.528 12.135 0.03 -0.303 0.02 0.709
Si 6.68 15.358 0.073 0.045 -0.155 0.698
Si 9.72 1.335 0.287 -0.182 0.167 0.664
Si 8.448 11.791 33.188 0.313 -0.033 0.752
Si 9.928 6.542 0.08 -0.304 0.067 0.754
Si 8.581 17.132 33.179 0.255 -0.171 0.692
Si 11.857 19.387 33.168 -0.223 0.187 0.716
Si 11.783 15.234 0.085 0.312 -0.285 0.689
Si 15.261 1.238 0.106 -0.396 0.023 0.639
Si 12.034 4.228 0.27 0.183 -0.007 0.817
Si 17.408 13.909 32.98 -0.239 0.343 0.676
Si 12.119 9.793 0.269 0.007 -0.188 0.704
Si 15.174 11.987 0.131 -0.012 0.102 0.69
Si 2.742 16.29 1.381 -0.019 -0.021 -0.058
Si 5.347 2.718 1.368 0.02 -0.027 -0.061
Si 2.664 5.281 1.434 -0.047 -0.004 -0.02
Si 5.344 8.135 1.338 -0.006 -0.036 -0.039
Si 2.762 10.996 1.211 0.025 0.024 -0.049
Si 5.617 13.665 1.383 -0.005 0.067 -0.043
Si 8.118 16.471 1.502 0.03 0.007 -0.032
Si 10.893 2.771 1.643 0.004 0.023 -0.025
Si 8.123 5.435 1.18 -0.025 -0.015 -0.071
Si 10.97 8.126 1.454 -0.009 0.012 -0.047
Si 8.178 10.754 1.241 -0.038 -0.026 -0.064
Si 10.779 13.551 1.33 0.003 -0.042 -0.022
Si 13.556 16.333 1.261 0.028 0.019 -0.069
Si 16.252 2.673 1.639 0 -0.019 0.008
Si 13.707 5.469 1.295 0.052 -0.002 -0.058
Si 16.344 8.129 1.136 0 -0.017 -0.036
Si 13.648 10.929 1.553 0.027 0.037 -0.038
Si 16.303 13.619 1.388 -0.007 -0.016 -0.051
Si 1.421 1.323 2.815 0.018 -0.022 0.019
Si 4.029 4.006 2.809 0.008 -0.023 0.026
Si 1.334 6.806 2.645 -0.02 0.031 0.018
Si 4.016 9.557 2.65 -0.038 -0.005 0.021
Si 1.424 12.284 2.684 0.019 -0.004 0.015
Si 4.12 14.93 2.727 0.01 0 0.02
Si 6.737 1.461 2.809 0.001 0.036 0.045
Si 9.407 4.15 2.762 -0.013 0.052 0.031
Si 6.805 6.799 2.637 0.011 -0.011 0.009
Si 9.512 9.471 2.711 -0.009 0.013 0.029
Si 6.914 12.206 2.678 0.017 -0.031 0.022
Si 9.465 14.948 2.728 0.01 0.017 0.039
Si 12.306 1.336 2.799 0.022 -0.01 0.006
Si 14.892 4.108 2.827 -0.057 0.004 0.02
Si 12.366 6.794 2.75 0.013 -0.025 0.029
Si 15.017 9.424 2.69 0.034 -0.041 0.033
Si 12.223 12.323 2.771 -0.038 0.013 0.019
Si 14.889 14.973 2.699 -0.01 0.004 -0.001
Si 16.306 16.286 4.086 -0.016 0.003 -0.034
Si 2.718 2.682 4.199 0.008 -0.009 0.016
Si 16.318 5.475 4.09 0.035 0.005 -0.028
Si 2.688 8.176 4.03 0.009 -0.015 -0.024
Si 16.374 10.858 4.012 -0.025 0.019 -0.044
Si 2.754 13.595 4.1 -0.007 0.008 -0.011
Si 5.42 16.333 4.11 -0.02 0 -0.019
Si 8.116 2.781 4.16 -0.003 -0.003 -0.014
Si 5.446 5.437 4.043 0.021 0.019 -0.028
Si 8.142 8.135 4.067 -0.001 -0.014 -0.026
Si 5.448 10.882 4.002 -0.005 0.017 -0.019
Si 8.177 13.572 4.115 -0.008 -0.002 -0.011
Si 10.881 16.29 4.084 -0.019 -0.013 -0.03
Si 13.582 2.722 4.18 -0.001 0.007 0.006
Si 10.883 5.468 4.066 0.013 -0.026 -0.051
Si 13.662 8.153 4.131 0.015 0.009 0.002
Si 10.866 10.882 4.06 0.02 -0.017 -0.013
Si 13.583 13.646 4.128 -0.011 0.029 0.009
Si 1.37 14.959 16.297 0.005 -0.014 0.006
Si 4.091 17.669 16.274 0.007 0.001 0
Si 1.355 4.099 16.316 0.005 -0.01 0.007
Si 4.094 6.801 16.341 0.005 -0.006 -0.006
Si 1.353 9.505 16.353 -0.008 -0.025 0.006
Si 4.037 12.195 16.299 -0.008 0.008 -0.001
Si 6.785 14.926 16.263 -0.008 -0.006 0.011
Si 9.562 17.709 16.268 0.03 -0.006 0.001
Si 6.806 4.093 16.321 0.017 -0.002 0.011
Si 9.532 6.799 16.335 -0.004 0.02 0.001
Si 6.746 9.49 16.301 -0.009 0.002 -0.002
Si 9.498 12.216 16.307 0.005 -0.003 0.006
Si 12.224 14.97 16.262 0.002 0.007 -0.012
Si 14.999 17.719 16.289 0.007 0.012 0.003
Si 12.285 4.139 16.334 -0.001 0.006 0.012
Si 14.969 6.825 16.394 -0.004 0.007 0.012
Si 12.219 9.502 16.366 -0.022 0 0.003
Si 14.952 12.223 16.296 -0.019 0.01 0.008
Si 2.714 16.351 17.646 0.013 -0.016 0.013
Si 5.475 18.987 17.633 -0.018 0.006 0.012
Si 2.724 5.442 17.672 -0.014 0.001 0.034
Si 5.434 8.147 17.741 0.02 -0.009 0.018
Si 2.718 10.835 17.725 0.002 0.045 0.015
Si 5.361 13.599 17.609 0.025 0.01 0.015
Si 8.242 16.251 17.541 0.005 0 -0.018
Si 10.887 19.119 17.639 -0.007 -0.021 0.03
Si 8.148 5.475 17.695 0.002 -0.026 -0.003
Si 10.869 8.126 17.75 0.001 0.011 0.038
Si 8.087 10.855 17.628 0.016 0.016 0.01
Si 10.863 13.612 17.628 -0.013 0.01 0.001
Si 13.62 16.332 17.565 -0.021 -0.016 0.014
Si 16.329 19.08 17.702 -0.022 -0.015 0.008
Si 13.611 5.485 17.781 -0.011 0.006 0.046
Si 16.344 8.172 17.773 0.034 -0.004 0.031
Si 13.586 10.891 17.683 0.016 -0.011 0.005
Si 16.352 13.554 17.627 -0.006 0.009 0.018
Si 1.387 17.718 19.035 0.018 0.012 0.005
Si 4.077 20.339 18.96 0 -0.038 -0.044
Si 1.432 6.792 19.127 0.005 -0.012 -0.013
Si 4.048 9.461 19.128 -0.038 -0.007 0.012
Si 1.358 12.214 19.065 0.013 0.015 -0.015
Si 4.03 14.964 18.998 0.005 -0.028 -0.012
Si 6.927 17.584 18.867 0 0.009 -0.042
Si 9.525 20.471 19.045 0.023 0 -0.036
Si 6.807 6.802 19.123 0.015 0.003 -0.019
Si 9.383 9.466 19.008 -0.049 -0.026 -0.028
Si 6.705 12.234 18.938 -0.012 0.007 -0.038
Si 9.507 14.932 19.019 -0.013 0 -0.015
Si 12.284 17.724 18.891 0.031 0.002 -0.034
Si 15.021 20.448 19.122 -0.003 0.031 0.015
Si 12.244 6.825 19.205 -0.026 0.003 -0.017
Si 14.962 9.592 19.084 0.018 0.006 -0.011
Si 12.199 12.274 18.992 0.03 0.007 -0.02
Si 14.977 14.949 18.887 -0.025 0.007 -0.043
Si 16.304 16.312 20.258 -0.018 0.006 0.032
Si 2.77 19.036 20.427 -0.025 -0.001 0.038
Si 16.428 5.44 20.543 0.008 0.016 0.028
Si 2.788 8.089 20.608 -0.015 -0.032 0.062
Si 16.325 10.91 20.503 -0.005 -0.033 0.046
Si 2.639 13.652 20.414 0.005 0.039 0.026
Si 5.584 16.244 20.206 0.033 -0.07 0.013
Si 8.236 18.936 20.25 0.028 -0.01 0.04
Si 5.438 5.329 20.325 0.01 0.012 0.06
Si 8.065 8.192 20.583 -0.015 0 0.076
Si 5.371 10.921 20.376 0.003 0.055 0.029
Si 8.033 13.578 20.309 -0.025 0.045 0.043
Si 10.951 16.351 20.227 -0.023 -0.011 0.053
Si 13.598 19.045 20.344 -0.022 -0.01 0.017
Si 10.791 5.475 20.57 -0.008 0.082 0.017
Si 13.637 8.29 20.51 -0.004 -0.031 0.015
Si 10.708 10.941 20.218 0.007 0.033 0.034
Si 13.633 13.625 20.279 0.037 -0.021 0.065
Si 17.361 14.827 21.707 0.223 0.06 -0.716
Si 4.466 17.786 21.457 -0.212 0.068 -0.628
Si 1.742 20.591 21.895 -0.212 -0.084 -0.724
Si 4.043 6.414 21.843 -0.043 0.256 -0.698
Si 17.453 9.29 21.839 0.171 0.127 -0.803
Si 4.183 12.458 21.684 -0.196 -0.129 -0.72
Si 6.474 14.638 21.713 0.208 0.199 -0.756
Si 9.843 17.86 21.592 -0.121 -0.064 -0.727
Si 6.621 20.016 21.498 0.08 0.096 -0.723
Si 9.75 7.197 21.951 -0.402 -0.463 -0.604
Si 6.834 9.824 21.822 -0.04 -0.252 -0.703
Si 9.101 11.986 21.591 0.032 -0.004 -0.712
Si 12.571 15.29 21.499 -0.044 -0.087 -0.788
Si 14.794 17.46 21.588 0.079 0.254 -0.704
Si 11.997 20.123 21.674 0.068 0.14 -0.755
Si 15.235 7.079 21.773 -0.075 -0.129 -0.795
Si 11.898 9.527 21.572 0.392 0.125 -0.651
Si 15.146 12.576 21.729 -0.013 -0.164 -0.72
Si 4.891 20.594 26.024 0.031 -0.021 0.018
Si 3.287 17.977 26.022 0.078 -0.013 -0.066
Si 12.402 14.974 30.416 0.045 -0.085 0.182
Si 11.462 10.495 24.476 -0.039 0.04 -0.081
Si 8.834 17.361 24.418 -0.013 0.03 -0.073
Si 13.982 10.368 28.933 -0.063 0.047 0.088
Si 7.662 22.811 28.8 -0.082 -0.067 0.031
Si 8.912 11.002 30.199 -0.123 0.084 0.087
Si 7.183 19.985 24.292 0.045 0.027 -0.123
Si 12.439 19.568 27.646 -0.048 -0.043 0.055
Si 14.883 16.908 30.626 0.048 -0.067 0.048
Si 13.962 21.364 23.802 -0.003 -0.034 -0.25
Si 7.926 16.155 30.477 0.116 -0.103 0.082
Si 12.301 22.217 26.265 0.052 0.039 -0.025
Si 15.485 9.863 31.335 0.229 0.032 0.067
Si 13.292 13.318 28.25 0.063 -0.012 0.13
Si 17.106 14.958 29.959 -0.018 -0.187 0.221
Si 3.57 7.213 26.158 -0.019 -0.035 0.033
Si 4.581 15.414 25.991 0.087 0.06 -0.089
Si 7.367 14.791 24.736 -0.106 -0.051 -0.219
Si 2.957 16.261 23.709 -0.091 -0.025 -0.049
Si 2.036 10.662 26.793 0.042 -0.007 -0.038
Si 3.12 7.738 28.989 -0.004 0.159 0.044
Si 17.267 7.863 27.117 -0.055 -0.091 0.052
Si 2.391 11.237 23.974 -0.032 0.047 -0.053
Si 14.37 7.594 27.826 0.069 -0.01 0.002
Si 5.424 8.104 24.082 0.087 0.067 -0.152
Si 8.454 13.557 28.855 -0.114 -0.086 0.135
Si 10.845 20.002 30.174 0.1 -0.06 0.064
Si 6.987 11.107 27.935 0.167 0.001 0.103
Si 10.104 7.687 24.98 -0.066 0.13 -0.287
Si 16.692 12.649 25.606 0.11 -0.011 -0.147
Si 10.146 22.899 30.489 -0.041 -0.033 0.161
Si 11.436 17.182 25.936 0.015 0.007 -0.136
Si 16.773 17.769 26.794 -0.027 -0.056 -0.193
Si 3.41 21.428 30.495 -0.113 0.128 0.204
Si 11.409 9.341 30.562 0.016 0.044 0.114
Si 4.381 9.724 31.134 -0.022 -0.137 0.15
Si 15.208 19.396 28.865 -0.089 -0.181 0.04
Si 9.671 12.924 24.425 -0.023 -0.039 -0.037
Si 3.644 14.545 28.857 -0.049 0.017 -0.007
Si 15.007 23.217 30.802 0.042 0 -0.056
Si 10.844 14.894 27.95 0.208 -0.119 0.028
Si 7.467 8.431 26.487 -0.056 0.106 -0.04
Si 15.832 14.8 27.309 0.093 0.054 0.039
Si 5.087 15.81 31.161 -0.143 0.011 0.097
Si 4.168 11.464 28.744 -0.026 0.13 -0.011
Si 12.088 14.677 24.415 0.029 -0.018 -0.035
Si 16.188 19.102 23.9 0.048 -0.018 -0.055
Si 16.771 21.052 30.825 0.014 0.042 0.108
Si 7.725 20.516 26.974 -0.078 -0.095 -0.045
Si 8.25 18.732 29.12 0.111 0.008 -0.064
Si 13.906 12.205 24.581 -0.115 -0.011 -0.213
Si 6.115 20.566 30.32 0.212 0.105 0.031
Si 1.354 14.934 5.447 0.016 0.02 -0.013
Si 4.084 1.333 5.521 0.008 -0.022 0.008
Si 1.348 4.101 5.463 -0.016 0.012 0.003
Si 4.073 6.815 5.385 0.005 -0.015 -0.01
Si 1.369 9.523 5.432 -0.015 -0.011 -0.015
Si 4.115 12.223 5.426 0.006 -0.014 -0.008
Si 6.795 14.951 5.44 -0.012 0.001 -0.006
Si 9.513 1.362 5.433 0.015 -0.009 -0.022
Si 6.766 4.124 5.494 0 0.008 -0.004
Si 9.533 6.822 5.439 0.003 -0.006 -0.009
Si 6.779 9.515 5.401 0.002 0.015 -0.018
Si 9.534 12.225 5.464 0.027 0.015 -0.006
Si 12.228 14.975 5.493 0.002 0.02 0.01
Si 14.988 1.36 5.473 0.016 -0.003 -0.011
Si 12.189 4.083 5.473 -0.025 0.006 -0.003
Si 14.984 6.798 5.495 -0.016 -0.008 -0.003
Si 12.251 9.533 5.42 -0.022 0.009 -0.003
Si 14.978 12.219 5.389 0.012 -0.023 -0.028
Si 2.699 16.294 6.832 0.001 0.022 0.005
Si 5.438 2.728 6.843 -0.005 -0.003 0.001
Si 2.733 5.461 6.789 -0.002 -0.006 -0.006
Si 5.428 8.16 6.774 0 0.008 -0.003
Si 2.739 10.872 6.787 0.012 0.003 0
Si 5.443 13.593 6.804 -0.012 -0.001 0.001
Si 8.159 16.315 6.796 0.012 -0.004 -0.011
Si 10.853 2.712 6.826 0.006 0.006 -0.001
Si 8.169 5.467 6.812 -0.007 -0.024 0.005
Si 10.889 8.182 6.794 0.001 0.004 -0.001
Si 8.145 10.864 6.785 0.002 0.005 -0.003
Si 10.882 13.59 6.827 0.009 -0.006 0.014
Si 13.607 16.333 6.827 -0.026 -0.003 -0.004
Si 16.325 2.732 6.829 -0.004 -0.005 0.001
Si 13.586 5.437 6.813 0.006 0.005 -0.002
Si 16.338 8.177 6.82 -0.003 -0.004 0.013
Si 13.612 10.888 6.78 -0.009 -0.004 -0.002
Si 16.318 13.568 6.791 0.013 0.003 -0.006
Si 1.361 17.682 8.18 0.011 -0.001 -0.002
Si 4.07 4.094 8.172 0.01 -0.004 0.006
Si 1.375 6.808 8.164 0.01 0.008 0.005
Si 4.083 9.511 8.154 -0.004 0.002 0.004
Si 1.369 12.225 8.152 -0.016 -0.01 0.002
Si 4.076 14.942 8.172 -0.015 -0.007 -0.003
Si 6.811 17.678 8.171 -0.003 0.007 -0.003
Si 9.507 4.088 8.174 -0.009 -0.015 0.007
Si 6.794 6.818 8.155 0.015 0.007 -0.001
Si 9.515 9.523 8.154 0.01 0.006 0.004
Si 6.802 12.231 8.157 -0.006 0.003 0.002
Si 9.516 14.959 8.167 0.005 0 -0.005
Si 12.239 17.688 8.179 0.012 0.006 0.006
Si 14.95 4.084 8.175 -0.009 -0.019 -0.004
Si 12.237 6.814 8.16 -0.005 -0.013 0.002
Si 14.958 9.53 8.157 -0.004 0.004 0.006
Si 12.255 12.234 8.164 0 0.015 0
Si 14.965 14.944 8.158 -0.003 0.01 -0.003
Si 16.318 16.313 9.522 0.003 0.016 -0.004
Si 2.719 2.728 9.531 -0.012 0 0.007
Si 16.323 5.448 9.518 -0.005 -0.004 -0.006
Si 2.726 8.162 9.528 0.008 -0.005 0.008
Si 16.321 10.879 9.519 0 -0.003 -0.001
Si 2.715 13.584 9.523 0.01 0.009 0.003
Si 5.439 16.316 9.517 -0.001 0.002 -0.01
Si 8.159 2.723 9.534 0.005 -0.007 0.003
Si 5.442 5.45 9.521 -0.003 -0.011 -0.005
Si 8.159 8.164 9.518 -0.01 0.008 0.004
Si 5.44 10.871 9.514 0.001 0 0.001
Si 8.158 13.593 9.519 0.004 0.008 -0.003
Si 10.881 16.318 9.527 -0.003 -0.006 -0.006
Si 13.597 2.729 9.536 -0.005 0.002 0.007
Si 10.879 5.451 9.519 0.005 -0.006 -0.005
Si 13.601 8.167 9.519 -0.003 0.01 -0.001
Si 10.881 10.878 9.515 0.01 0.005 -0.002
Si 13.604 13.597 9.527 -0.001 -0.018 0.004
Si 1.359 14.953 10.879 -0.003 -0.003 -0.001
Si 4.085 17.682 10.877 0.012 0.007 -0.001
Si 1.357 4.089 10.885 0.003 -0.01 -0.004
Si 4.081 6.801 10.888 0.004 0.008 0
Si 1.353 9.515 10.88 -0.013 0.011 0.002
Si 4.075 12.223 10.874 -0.006 -0.005 0.001
Si 6.797 14.954 10.875 -0.007 -0.005 -0.002
Si 9.527 17.684 10.885 0.009 0.007 0
Si 6.799 4.088 10.883 -0.005 -0.012 0.004
Si 9.52 6.807 10.881 0.003 -0.012 -0.002
Si 6.798 9.515 10.879 0.012 0.004 -0.002
Si 9.521 12.236 10.877 0.001 0.007 0.005
Si 12.242 14.957 10.885 0.001 0.013 0.004
Si 14.965 17.684 10.88 -0.01 -0.019 -0.003
Si 12.241 4.1 10.884 0.001 0 0
Si 14.964 6.809 10.877 0.002 -0.003 -0.002
Si 12.237 9.52 10.88 -0.011 -0.005 -0.002
Si 14.96 12.234 10.885 0.004 0.015 -0.006
Si 2.724 16.316 12.229 -0.004 0.004 -0.002
Si 5.436 19.049 12.238 0.004 -0.004 0
Si 2.714 5.449 12.249 0.002 -0.007 0.003
Si 5.441 8.156 12.245 0.001 0.002 0.001
Si 2.709 10.872 12.236 0.007 -0.005 -0.002
Si 5.438 13.584 12.224 -0.005 0.011 -0.002
Si 8.158 16.32 12.229 0.002 -0.004 -0.006
Si 10.887 19.055 12.237 -0.001 -0.008 0.002
Si 8.166 5.444 12.241 0 0 0.002
Si 10.881 8.163 12.247 0.01 0.007 0.002
Si 8.162 10.868 12.233 -0.005 0 -0.004
Si 10.88 13.592 12.24 0.002 -0.006 0
Si 13.608 16.326 12.234 0.009 0.016 -0.001
Si 16.321 19.05 12.243 -0.002 0.001 -0.002
Si 13.602 5.459 12.242 -0.008 -0.009 -0.006
Si 16.319 8.158 12.25 -0.001 -0.002 0.002
Si 13.6 10.87 12.244 -0.003 0.004 -0.006
Si 16.316 13.597 12.24 -0.007 -0.008 0.007
Si 1.372 17.686 13.586 0.009 -0.008 -0.003
Si 4.079 4.09 13.601 -0.002 -0.005 -0.002
Si 1.357 6.805 13.62 -0.005 0.005 0.001
Si 4.059 9.504 13.591 -0.006 0.004 -0.011
Si 1.345 12.227 13.596 -0.004 0.018 -0.003
Si 4.079 14.94 13.578 0.016 -0.014 0.001
Si 6.805 17.689 13.585 -0.015 0.015 0.004
Si 9.535 4.094 13.602 0.009 -0.022 -0.001
Si 6.807 6.798 13.603 0.003 -0.007 -0.001
Si 9.514 9.514 13.607 -0.005 0.004 -0.002
Si 6.787 12.214 13.581 0.018 -0.004 -0.001
Si 9.513 14.958 13.585 -0.003 0.013 0.014
Si 12.266 17.708 13.584 -0.005 -0.015 -0.006
Si 14.967 4.107 13.598 -0.009 0.003 -0.003
Si 12.25 6.818 13.613 0.001 -0.003 -0.005
Si 14.951 9.506 13.613 0.006 0.001 -0.006
Si 12.234 12.224 13.6 0.005 0.001 0.003
Si 14.961 14.965 13.595 -0.013 0.007 0.003
Si 16.336 16.328 14.942 -0.011 0.004 0.002
Si 2.717 19.052 14.954 -0.002 -0.001 0.006
Si 16.303 5.465 14.985 0.002 -0.015 0.003
Si 2.721 8.157 14.985 0.008 0.016 0
Si 16.319 10.855 14.964 -0.007 0.007 0.001
Si 2.711 13.585 14.939 0.004 -0.002 0.004
Si 5.443 16.309 14.917 -0.002 0.003 -0.004
Si 8.162 19.056 14.946 -0.001 -0.005 0.011
Si 5.443 5.447 14.963 -0.005 -0.004 0.001
Si 8.159 8.152 14.973 0.007 0 -0.001
Si 5.411 10.858 14.938 -0.003 -0.002 -0.008
Si 8.152 13.569 14.925 -0.02 -0.002 0.003
Si 10.893 16.341 14.904 0.017 0.021 -0.005
Si 13.616 19.077 14.958 -0.002 -0.01 0.003
Si 10.896 5.456 14.965 0.002 0.001 -0.009
Si 13.602 8.161 15.004 -0.014 0.004 0.006
Si 10.879 10.861 14.972 0.008 -0.003 0
Si 13.598 13.593 14.939 0 0.002 0.002
O 16.201 13.762 22.19 -0.236 -0.012 0.22
O 5.311 13.557 22.106 -0.217 0.174 0.195
O 12.743 9.945 29.893 0.038 0.193 0.23
O 11.014 6.491 25.526 -0.059 -0.239 -0.18
O 11.732 19.231 29.063 0.254 -0.482 0.198
O 18.347 18.401 32.758 0.054 0.053 -0.468
O 1.651 15.612 23.016 -0.185 0.187 0.328
O 9.711 12.87 22.81 0.289 0.442 -0.072
O 5.965 9.329 23.144 -0.311 0.081 0.455
O 9.352 14.343 27.793 -0.138 0.214 -0.496
O 8.346 21.718 27.827 0.769 0.146 -0.068
O 8.036 10.884 22.244 -0.066 0.105 0.613
O 13.678 16.363 22.062 0.106 0.026 0.468
O 10.937 16.248 27.128 -0.093 0.129 0.367
O 3.909 16.752 31.758 0.027 0.229 -0.617
O 2.135 7.622 32.903 0.127 -0.201 -0.447
O 11.903 10.45 22.916 -0.122 0.318 0.134
O 17.492 19.807 23.218 0.346 -0.161 0.396
O 3.545 10.443 32.307 -0.038 -0.289 0.051
O 11.383 9.651 32.155 -0.409 0.269 -0.092
O 15.589 17.979 22.908 0.249 -0.122 0.276
O 3.737 22.087 31.938 0.417 -0.075 -0.065
O 7.642 18.437 32.851 0.126 0.104 -0.355
O 2.19 12.711 32.769 0.161 -0.007 -0.336
O 6.355 20.518 31.915 -0.219 0.544 -0.079
O 15.086 16.81 32.222 0.677 -0.446 0.123
O 3.917 7.965 27.573 0.589 0.299 0.028
O 4.765 10.901 30.124 0.478 0.187 0.288
O 17.435 11.979 26.871 -0.186 0.268 0.519
O 5.082 6.891 23.035 0.463 -0.137 -0.118
O 11.775 14.79 31.883 -0.44 0.121 -0.045
O 3.624 15.161 24.697 -0.139 -0.514 -0.218
O 14.537 6.352 23.049 -0.188 0.199 0.329
O 6.09 20.503 27.124 -0.039 -0.125 0.605
O 7.379 12.976 32.793 0.13 0.113 -0.27
O 7.539 7.53 32.811 0.042 -0.085 -0.354
O 16.971 14.259 31.427 -0.163 -0.155 -0.22
O 16.401 20.189 32.145 -0.71 -0.168 -0.013
O 12.719 20.725 22.996 0.01 0.242 0.409
O 6.599 22.018 29.747 -0.02 0.194 0.007
O 7.829 14.645 29.894 -0.433 -0.02 0.303
O 13.058 18.31 32.901 -0.021 -0.093 -0.376
O 13.032 12.824 32.942 -0.064 -0.14 -0.249
O 10.139 10.028 29.85 -0.09 -0.042 -0.657
O 3.706 19.515 26.263 -0.545 0.293 0.059
O 4.021 16.709 22.595 0.372 -0.232 -0.003
O 11.274 7.734 30.414 0.212 -0.401 -0.296
O 15.357 10.432 29.824 0.566 0.324 -0.317
O 15.105 20.274 24.034 -0.006 0.194 0.027
O 3.444 22.536 29.35 0.226 -0.325 -0.478
O 11.788 20.915 27.057 -0.358 -0.072 0.287
O 8.846 7.116 29.691 -0.199 0.593 -0.124
O 11.004 8.225 21.936 0.089 -0.134 0.012
O 17.846 7.842 28.648 -0.231 -0.18 0.613
O 8.939 16.392 31.743 0.595 -0.111 -0.256
O 16.337 8.177 22.316 0.133 0.098 0.556
O 12.328 18.366 26.569 0.356 -0.045 -0.127
O 11.377 19.826 31.683 0.053 0.082 -0.184
O 1.95 7.004 26.161 -0.028 -0.311 -0.329
O 5.687 9.065 31.82 0.227 -0.165 -0.517
O 14.355 11.989 23.031 -0.147 -0.255 -0.217
O 9.302 12.516 29.764 0.581 0.121 0.043
O 15.809 20.68 29.603 -0.268 0.5 -0.386
O 14.656 10.894 32.229 0.105 0.08 -0.268
O 5.298 14.541 32.141 -0.133 -0.125 -0.069
O 15.957 16.398 27.085 -0.104 0.04 -0.058
O 13.15 13.651 29.837 0.434 -0.512 0.253
O 14.515 6.927 29.285 -0.321 -0.215 -0.073
O 6.482 16.603 31.071 -0.072 0.697 0.08
O 10.174 17.855 25.18 -0.111 0.305 -0.093
O 10.705 14.042 24.975 -0.089 0.287 0.575
O 16.53 14.208 25.97 0.064 0.299 -0.193
O 6.839 19.318 29.623 -0.319 -0.26 -0.012
O 7.031 7.648 27.854 -0.654 0.1 0.052
O 3.55 8.649 30.25 -0.12 -0.146 0.064
O 13.509 16.137 30.299 -0.064 0.095 -0.116
O 2.708 17.635 24.534 -0.2 0.31 -0.307
O 4.277 22.085 26.018 -0.173 0.129 -0.266
O 2.931 10.774 25.433 0.756 -0.366 -0.021
O 12.291 16.191 24.963 0.295 0.096 -0.05
O 9.428 7.181 23.57 -0.265 -0.068 0.382
O 17.575 12.372 24.27 -0.083 0.207 -0.528
O 7.592 10.551 29.356 -0.142 -0.541 0.148
O 14.184 9.197 27.85 -0.09 0.128 -0.571
O 5.609 20.21 24.621 -0.294 -0.154 -0.461
O 9.36 19.388 30.083 -0.222 -0.215 0.211
O 16.529 22.654 30.995 0.615 0.199 -0.05
O 8.313 17.131 29.25 -0.091 -0.132 -0.581
O 12.738 7.578 33.106 -0.064 -0.083 -0.1
O 16.262 16.332 30.02 0.156 0.364 -0.254
O 10.186 11.441 24.866 -0.288 -0.158 0.276
O 2.052 17.556 26.98 -0.021 -0.071 0.66
O 13.341 13.716 24.758 0.446 0.397 0.224
O 14.127 22.249 31.763 -0.116 -0.579 -0.352
O 11.131 15.31 29.488 -0.626 0.559 0.21
O 13.701 11.761 28.165 0.073 -0.018 -0.393
O 7.004 15.095 23.181 -0.105 0.251 0.081
O 9.647 22.48 31.983 0.225 -0.255 -0.085
O 10.908 18.986 22.15 -0.062 -0.002 0.525
O 17.355 9.408 26.659 -0.231 0.301 -0.18
O 8.967 8.034 26.063 0.035 -0.206 0.474
O 3.874 14.751 27.276 -0.151 -0.326 -0.197
O 4.825 15.277 29.667 0.4 0.161 -0.495
O 12.802 11.144 25.126 0.119 -0.208 0.575
O 13.998 19.848 27.918 0.045 0.177 -0.377
O 5.524 18.903 22.043 0.187 0.137 0.181
O 16.454 18.413 25.337 0.022 -0.223 -0.022
O 10.801 21.58 29.839 0.144 0.326 -0.612
O 14.709 18.379 30.01 -0.318 0.25 0.063
O 2.934 10.61 28.131 0.001 -0.407 0.454
O 11.884 14.68 22.823 -0.453 -0.328 0.242
O 8.068 20.751 25.413 0.347 0.54 -0.061
O 16.495 14.191 28.67 -0.02 -0.339 -0.19
O 7.478 12.664 27.916 -0.242 0.392 -0.455
O 4.59 17.027 26.259 0.644 0.387 0.165
O 11.073 8.991 24.886 0.243 -0.012 0.251
O 15.227 11.999 25.47 -0.13 -0.401 0.422
O 6.544 7.925 25.242 0.09 -0.427 0.141
O 6.046 14.807 25.683 -0.082 -0.32 0.119
O 7.625 18.434 24.401 -0.106 -0.258 0.32
O 16.364 18.805 27.939 0.372 0.14 -0.047
O 9.228 17.067 22.872 0.079 -0.534 -0.118
O 15.758 7.303 27.021 0.047 -0.461 -0.483
O 7.413 10.038 26.78 0.191 0.153 -0.432
O 1.725 9.988 23.189 -0.196 -0.117 0.209
O 14.83 8.388 31.38 -0.487 -0.128 0.358
O 4.533 20.352 30.109 -0.261 -0.538 -0.294
O 8.379 19.144 27.553 0.086 -0.31 -0.218
O 13.024 6.989 27.202 -0.403 0.274 0.137
O 3.656 12.951 29.058 -0.053 -0.219 0.375
O 7.428 20.583 22.817 0.487 0.466 0.115
O 16.952 9.633 31.99 0.4 0.138 -0.395
O 4.037 8.189 24.939 -0.57 0.228 -0.204
O 8.702 10.975 31.8 0.052 -0.236 0.033
O 1.981 20.708 30.502 0.156 -0.311 -0.355
O 2.324 15.186 29.536 0.198 0.298 0.195
O 11.865 13.686 27.563 -0.325 -0.164 -0.245
O 5.396 11.285 27.726 -0.208 -0.169 -0.298
O 14.3 14.312 27.461 -0.253 0.124 -0.154
O 3.578 11.839 23.071 0.014 -0.016 0.55
O 13.447 21.801 25.234 0.393 -0.051 0.316
O 2.888 5.36 22.395 -0.02 0.028 0.42
O 8.325 16.021 25.154 0.183 0.094 0.619
O 8.178 13.382 24.89 -0.183 -0.518 0.518

Results
total energy: -101653.654 eV
total energy less fixed offsets of O -438.35, Si -107.03 eV per atom: -0.454 eV
